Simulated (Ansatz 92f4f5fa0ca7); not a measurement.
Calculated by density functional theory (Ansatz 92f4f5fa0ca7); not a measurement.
Periodic cell of 216 atoms, Si133O82H1, from a study of silicon, its oxide and their interface. The atomic structure is a simulated model.
Doubt: the cutoff is far below the 930 eV that the study's wrapper takes by default for these files, so forces and energies are approximate.
This geometry differs little from another in the collection (a relaxation step or a small displacement).

Settings: functional PBE; potential files Ansatz PAW; basis plane waves; wave-function cutoff 580 eV; density cutoff ratio 5; exchange-correlation grid ratio 1; k mesh 1 x 1 x 1, Gamma-centred; self-consistency stop 5e-08 eV per atom in the density residual; occupations fixed; spin none; net charge +1 e, with a uniform compensating background and no finite-size correction.

Cell vectors (angstrom)
a 10.938 0 0
b 0 10.938 0
c 0 0 31.3366

Atoms: element, x, y, z (angstrom)
Si 0.2228 -0.7003 23.9076
Si 5.0154 0.338 23.9047
Si 3.229 2.1324 23.7565
Si 7.8812 3.0656 23.9692
Si -0.5992 6.1255 23.9368
Si 6.1363 4.9034 23.9511
Si 2.1703 8.7677 23.9533
Si 8.5946 7.7436 24.2287
Si 1.3274 1.2595 24.9642
Si 6.7769 1.3687 25.1732
Si 4.1754 3.9724 25.024
Si 9.5752 4.18 25.1497
Si 1.342 6.8591 25.0942
Si 6.8197 6.7182 25.2993
Si 3.9909 9.621 25.2251
Si 9.5721 9.4906 25.4264
Si 2.658 0.044 26.5741
Si 8.1673 0.0284 26.5598
Si 0.032 2.7214 26.4307
Si 5.4651 2.7277 26.5812
Si 2.7693 5.4252 26.4194
Si 8.2372 5.4449 26.6427
Si 0.0695 8.1387 26.6522
Si 5.4254 8.206 26.5229
Si 4.1018 1.3673 27.9183
Si 9.5708 1.3673 27.9183
Si 1.3673 4.1018 27.9183
Si 6.8362 4.1018 27.9183
Si 4.1018 6.8362 27.9183
Si 9.5708 6.8362 27.9183
Si 1.3673 9.5708 27.9183
Si 6.8362 9.5708 27.9183
Si 0 0 29.2856
Si 5.469 0 29.2856
Si 2.7345 2.7345 29.2856
Si 8.2035 2.7345 29.2856
Si 0 5.469 29.2856
Si 5.469 5.469 29.2856
Si 2.7345 8.2035 29.2856
Si 8.2035 8.2035 29.2856
Si 1.3673 1.3673 30.6528
Si 6.8362 1.3673 30.6528
Si 4.1018 4.1018 30.6528
Si 9.5708 4.1018 30.6528
Si 1.3673 6.8362 30.6528
Si 6.8362 6.8362 30.6528
Si 4.1018 9.5708 30.6528
Si 9.5708 9.5708 30.6528
Si 2.7345 0 0.6835
Si 8.2035 0 0.6835
Si 0 2.7345 0.6835
Si 5.469 2.7345 0.6835
Si 2.7345 5.469 0.6835
Si 8.2035 5.469 0.6835
Si 0 8.2035 0.6835
Si 5.469 8.2035 0.6835
Si 4.1018 1.3673 2.0507
Si 9.5708 1.3673 2.0507
Si 1.3673 4.1018 2.0507
Si 6.8362 4.1018 2.0507
Si 4.1018 6.8362 2.0507
Si 9.5708 6.8362 2.0507
Si 1.3673 9.5708 2.0507
Si 6.8362 9.5708 2.0507
Si 0 0 3.418
Si 5.469 0 3.418
Si 2.7345 2.7345 3.418
Si 8.2035 2.7345 3.418
Si 0 5.469 3.418
Si 5.469 5.469 3.418
Si 2.7345 8.2035 3.418
Si 8.2035 8.2035 3.418
Si 1.361 1.4183 4.7824
Si 6.7926 1.3907 4.7901
Si 4.1145 4.0865 4.7609
Si 9.6092 4.1173 4.8432
Si 1.3949 6.8444 4.895
Si 6.8069 6.8539 4.7254
Si 4.0404 9.6117 4.8815
Si 9.6364 9.4966 4.6637
Si 2.6593 0.1287 6.2864
Si 8.1871 -0.115 5.8852
Si 0.11 2.8341 6.2506
Si 5.4556 2.755 6.2333
Si 2.7865 5.3706 6.2326
Si 8.2347 5.5596 6.1225
Si 0.0571 8.3638 6.2444
Si 5.4673 8.1747 6.1723
Si 3.7031 1.8633 7.5885
Si 9.6939 1.123 7.0692
Si 1.9804 3.6093 7.6771
Si 6.4511 4.6327 7.3367
Si 4.6237 6.3145 7.3658
Si 9.1197 7.4283 7.2491
Si 0.6651 10.4147 7.4366
Si 7.3605 9.0658 7.2298
O 7.123 4.1849 9.0404
O 7.2584 9.1799 8.9223
O 9.2732 7.3902 8.9407
O 0.8885 10.487 9.093
O 4.2044 1.4636 9.1502
O 1.8413 3.9613 9.3281
O 8.3446 1.7854 7.9447
O 4.2415 6.5152 8.97
O 8.2716 8.2624 22.6785
O 8.577 2.3005 22.642
O 6.0468 5.6716 22.4658
O 2.7936 2.5582 22.1899
O 10.386 9.9976 22.3988
O 0.1581 3.6704 18.3092
O 2.6363 8.6298 22.3593
O 5.5547 -0.5023 22.5677
Si 7.0629 5.2265 10.4955
Si -1.3092 3.9056 11.2173
Si 3.2849 7.244 10.047
Si 3.1602 13.5094 15.8259
Si -1.3331 12.2475 12.751
Si -0.2501 5.2542 21.0346
Si 6.3522 10.2993 21.1512
Si 9.0475 -1.6378 21.6936
Si 6.2473 -7.946 15.2019
Si 1.4563 -1.4748 10.2126
Si 7.8297 2.5438 9.2627
Si 5.7692 0.7302 18.6111
Si -1.704 2.5308 21.1598
Si 7.7141 5.0267 17.1005
Si 6.8823 3.2469 19.425
Si 1.5127 4.7503 10.7284
Si 5.2219 5.2656 21.1255
Si 3.4285 -0.2156 16.8742
Si 5.2076 3.7601 12.452
Si 9.8583 -1.4077 11.815
Si -3.5019 11.2371 14.5489
Si 5.0956 -1.6888 14.6008
Si 2.565 3.8823 21.2553
Si 1.6568 3.0105 18.4717
Si -0.8149 10.3867 14.6699
Si 8.0495 8.0539 9.8265
Si 5.006 8.0261 19.5813
Si 13.2565 9.1691 20.8568
Si 10.7325 -5.6924 17.9892
Si 5.1966 7.0145 16.6241
Si 5.1342 12.2853 10.4913
Si 11.5931 11.5779 20.0383
Si 4.0243 9.6327 11.6831
Si -0.2169 8.8495 19.3956
Si 2.509 4.3269 13.5881
Si 2.1811 6.2688 16.02
Si 1.0327 8.9418 16.7407
O 2.2032 -2.6681 9.363
O 6.157 8.8672 20.377
O 9.2096 2.8738 10.0237
O -0.2827 10.4849 19.2875
O 1.0893 8.3236 20.2119
O -2.8676 2.2954 20.0318
O 2.3968 2.9577 14.4444
O -0.1224 4.9087 10.7668
O -1.0312 2.8893 12.4579
O 9.5348 4.1221 21.0508
O 5.7438 4.7756 11.2841
O 14.556 8.7909 19.9608
O 3.7006 -5.9638 21.6229
O 9.9036 9.3046 13.4388
O 5.8807 3.8843 20.5428
O 5.1094 7.9991 17.9413
O 8.6898 -11.2335 15.43
O 9.3277 -5.4991 17.1227
O 13.154 -1.1356 17.4635
O 13.5575 3.5911 19.655
O 1.9901 5.543 14.5531
O 5.7543 11.4939 20.2323
O 6.5968 -4.7588 16.8033
O 10.6028 1.64 20.9129
O -2.605 4.8733 11.4373
O 4.2444 -2.7955 11.0192
O 2.3761 6.1272 10.8152
O 12.7878 -0.173 20.8608
O 7.0183 6.7889 10.1168
O 22.1066 -2.0615 11.1072
O 4.0563 4.6266 13.1843
O 4.7126 14.0366 15.7506
O -0.047 -2.5962 17.8362
O 6.0638 13.2562 18.3585
O -0.548 6.2925 22.2586
O 2.4905 14.2256 17.112
O -2.9718 -0.4523 21.3664
O 5.0704 10.7729 11.1189
O 1.089 5.7515 17.1249
O -4.4627 9.9968 14.1609
O 1.1239 4.5466 21.5385
O -4.1085 -0.2719 17.8803
O -8.4122 10.1496 11.248
O 6.6327 1.4203 15.3907
O 3.756 6.179 16.5276
O 4.2674 11.3059 18.1223
O 6.3033 3.3999 13.6029
O 5.3809 7.7378 15.1497
O 0.2666 9.9406 15.7373
O 12.6856 7.8249 15.8031
O -0.3507 11.8107 13.9859
O 6.7004 1.7187 10.0756
O -0.249 -5.0201 19.5131
O -2.8893 22.9185 13.2132
O 5.1576 6.4682 20.0419
O 1.7643 4.0175 12.1668
O -6.544 9.9295 15.8683
O 9.413 -2.4515 20.2997
O -3.5565 3.8731 15.9786
O -6.8028 9.3836 13.2832
O 4.6923 2.41 11.6643
O 2.8629 0.9947 15.9599
O 9.8418 0.2279 11.517
O 8.5554 8.7403 11.2109
O 7.5025 4.4987 18.6157
O 1.3864 12.3934 18.8316
H -3.2081 0.0746 17.6305

Results
free energy: -131201.604 eV
free energy less fixed offsets of H -15.97, O -568.88, Si -635.61 eV per atom: -1.344 eV

Forces (eV/angstrom), in the order of the atoms: element, x, y, z
Si 0.0072 0.0322 -0.0637
Si 0.0651 -0.0317 -0.0623
Si -0.0125 -0.0177 -0.0358
Si 0.0069 -0.0452 -0.0616
Si -0.0514 -0.0083 0.0096
Si 0.0134 0.0106 -0.0815
Si 0.0385 -0.0022 -0.0482
Si 0.0528 0.0599 -0.1564
Si -0.038 -0.0131 0.0168
Si -0.0036 -0.0169 0.0042
Si -0.0364 0.0417 0.0404
Si 0.024 0.0151 -0.0063
Si 0.0287 -0.0232 0.0068
Si -0.079 0.0016 0.0405
Si -0.0106 -0.0427 0.002
Si -0.0575 -0.0486 0.0021
Si -0.0002 0.0523 -0.0105
Si 0.0034 0.0202 -0.019
Si 0.0132 -0.0103 0.0083
Si -0.0148 0.0169 -0.0475
Si 0.0082 -0.0104 -0.0105
Si 0.0249 -0.0282 -0.048
Si 0.0118 -0.0017 -0.0499
Si 0.0134 0.0169 -0.0226
Si -0.2862 0.0953 0.191
Si 0.1193 0.2993 -0.466
Si 0.1849 -0.1168 -0.7941
Si -0.0282 -0.1986 0.4483
Si -0.2545 -0.2362 -0.4719
Si 0.2227 -0.1562 0.7805
Si 0.1571 0.0925 0.6109
Si -0.223 -0.0807 -0.2013
Si -0.0213 -0.0782 0.0034
Si -0.0956 -0.0934 0.0051
Si 0.0839 -0.0074 0.0238
Si -0.0023 0.0346 0.0318
Si -0.131 0.0559 0.0452
Si 0.0204 -0.0316 -0.0071
Si -0.0152 0.0723 0.0361
Si 0.0467 -0.0219 -0.0069
Si -0.0292 0.0035 -0.0034
Si 0.0538 -0.0089 -0.0418
Si -0.0281 0.043 0.0127
Si 0.0157 -0.0457 -0.02
Si 0.0405 -0.0257 -0.0269
Si 0.0026 0.0165 -0.0026
Si 0.0337 -0.034 -0.0138
Si -0.033 0.0405 -0.0036
Si 0.0412 -0.053 -0.0202
Si -0.0523 0.0062 0.0305
Si -0.077 0.0291 0.0289
Si 0.0289 -0.041 0.0167
Si -0.0399 0.0619 0.0183
Si 0.0913 -0.0242 -0.0221
Si -0.0298 -0.016 0.0071
Si -0.0107 0.0358 0.0337
Si -0.0988 -0.0688 -0.0489
Si 0.0468 -0.0283 0.0089
Si 0.1218 0.0399 0.0163
Si 0.0335 0.0791 -0.0209
Si 0.0348 -0.0303 0.0033
Si -0.1472 -0.0133 -0.0572
Si 0.0286 0.1054 -0.0199
Si 0.0808 -0.0361 0.0456
Si 0.2564 0.2757 -0.371
Si -0.4681 0.0246 0.3492
Si 0.0675 -0.0121 -0.3348
Si 0.1373 0.1174 0.4264
Si 0.1247 0.3261 0.5065
Si -0.111 -0.0969 -0.376
Si 0.0089 0.0211 0.612
Si 0.0027 -0.3642 -0.7394
Si -0.0109 0.0024 0.027
Si -0.0475 -0.006 -0.0429
Si -0.0342 -0.0865 0.0425
Si 0.0115 0.0272 -0.0364
Si -0.0282 -0.0141 0.0203
Si 0.082 -0.0057 0.0727
Si 0.0193 -0.0146 0.0127
Si 0.0418 0.0004 0.0779
Si 0.1071 0.0133 -0.0472
Si -0.011 -0.0595 -0.015
Si -0.0204 -0.0344 0.0125
Si 0.0563 0.087 0.0367
Si -0.0491 0.042 -0.0333
Si -0.0827 -0.0544 -0.0224
Si 0.0911 -0.0023 -0.058
Si -0.0528 0.0423 -0.0374
Si 0.0138 -0.099 0.1068
Si 0.1339 0.0337 0.0651
Si -0.0142 0.0444 0.108
Si -0.1993 0.1516 -0.5133
Si 0.0904 -0.0909 0.1378
Si 0.0359 0.0963 0.0562
Si -0.1684 0.0022 0.0154
Si 0.0039 -0.0098 0.0374
O 0.1125 -0.1103 0.3221
O 0.0175 -0.018 -0.0161
O -0.0394 0.0135 -0.0117
O -0.0171 0.0205 -0.0828
O -0.0171 0.0442 -0.057
O 0.0191 -0.0498 -0.1259
O -0.1304 0.2201 0.1687
O -0.0181 0.0157 -0.1095
O 0.0359 -0.015 0.0885
O -0.0231 0.035 0.0215
O -0.0084 -0.0541 0.0534
O 0.0008 0.0474 0.018
O 0.0083 -0.0206 0.0088
O 0.011 0.0279 -0.0089
O -0.0254 0.0163 0.0631
O -0.0291 0.04 0.0402
Si -0.0923 0.1978 0.464
Si 0.0842 0.0172 0.1379
Si 0.0354 -0.0141 0.0392
Si -0.0066 -0.0083 0.0826
Si 0.0265 -0.0277 0.0844
Si -0.0135 0.0428 -0.0008
Si 0.0071 0.0166 -0.0115
Si 0.0266 -0.0126 0.0154
Si -0.0026 0.0141 0.1195
Si -0.0026 0.017 0.0935
Si 0.1124 -0.3644 -0.0104
Si -0.0147 0.001 -0.0036
Si -0.0359 -0.0115 -0.0132
Si 0.0033 -0.032 0.0679
Si -0.0308 -0.0014 -0.0263
Si -0.0282 0.0179 0.0806
Si 0.0126 0.0069 -0.0302
Si 0.0104 0.0056 0.0685
Si -0.0472 -0.0206 0.1486
Si 0.0477 0.0412 0.1334
Si 0.0327 -0.0025 0.1069
Si -0.0317 0.0022 0.07
Si 0.0299 -0.0486 -0.0568
Si -0.0086 -0.027 0.0115
Si 0.0303 -0.0073 0.0797
Si 0.0413 0.043 0.0252
Si 0.0062 0.0069 0.0181
Si -0.0154 -0.022 -0.0009
Si -0.0004 -0.0209 -0.0041
Si 0.0047 0.0143 0.0757
Si -0.0824 -0.0539 0.0706
Si -0.0084 -0.027 -0.048
Si -0.0484 -0.014 0.11
Si 0.0315 0.0118 0.0044
Si 0.0313 0.0007 0.1138
Si 0.0001 0.001 0.056
Si -0.0241 0.0202 0.0519
O -0.0097 -0.0069 -0.0233
O 0.0006 -0.0085 0.0134
O -0.0547 0.074 -0.0738
O 0.0042 -0.0054 0.0191
O -0.0163 0.0036 -0.0112
O 0.04 -0.0094 0.0302
O -0.0078 0.0159 -0.0661
O -0.0394 -0.0323 -0.0322
O -0.0221 0.0118 -0.0835
O 0.0087 0.0184 0.0129
O 0.1574 0.0046 -0.2448
O 0.01 -0.0032 0.0025
O 0.0108 -0.0089 0.0197
O -0.015 -0.0045 -0.0612
O -0.0092 0.0155 0.0182
O -0.0002 -0.0131 -0.0361
O -0.0206 0.0097 -0.0498
O 0.0008 0.0049 -0.0172
O 0.0119 -0.0117 -0.0247
O -0.0277 0.0109 0.0393
O 0.0014 -0.0139 -0.0623
O 0.0156 0.0165 0.0063
O -0.0102 0.0019 -0.0288
O 0.0048 -0.0057 0.0272
O -0.0492 -0.0297 -0.1597
O 0.011 -0.0074 -0.044
O 0.0009 -0.001 -0.0345
O -0.0046 0.0284 0.0194
O -0.0066 -0.1931 -0.087
O 0.0095 -0.0078 -0.0591
O 0.0266 -0.0169 -0.0854
O 0.0199 -0.0056 -0.0322
O 0.0056 -0.0101 0.0019
O 0.0056 0.0034 0.0182
O 0.0078 -0.0159 0.0002
O 0.0108 0.0042 -0.0034
O -0.0042 0.0045 0.0206
O 0.0481 0.0489 -0.0683
O 0.0037 0.0082 -0.0041
O 0.0073 -0.0023 -0.0521
O 0.007 -0.0005 0.0114
O 1.1112 0.4352 -0.3447
O -0.0189 0.0015 -0.0635
O -0.0015 -0.0091 -0.0431
O 0.0031 0.0036 -0.026
O 0.0019 -0.0093 -0.0323
O -0.0043 0.0058 -0.0893
O 0.0023 0.0136 -0.0407
O 0.0016 0.0006 -0.0333
O 0.0078 -0.0083 -0.0299
O -0.0333 -0.0084 -0.0521
O 0.0776 0.1658 -0.1263
O 0.003 -0.0168 0.0237
O -0.0174 0.0041 -0.0739
O -0.001 -0.0285 0.0205
O -0.0036 -0.0089 -0.0589
O -0.0042 0.0054 -0.0347
O -0.0065 0.0178 0.0155
O -0.0068 -0.0031 -0.0558
O 0.0162 -0.0086 -0.0465
O 0.0136 0.0121 -0.0538
O 0.0229 -0.001 -0.0445
O -0.0209 0.0134 -0.0289
O -0.0438 -0.0411 -0.093
O 0.0095 0.0235 -0.0252
O -0.0024 0.0356 0.0197
H -1.0986 -0.4315 0.3436

The program warned: the cutoff lies below the one the program advises for these potential files; the exchange-correlation potential is rough where the density is thin.
